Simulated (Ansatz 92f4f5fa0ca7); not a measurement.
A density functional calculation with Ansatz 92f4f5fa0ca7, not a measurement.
Periodic cell of 199 atoms, Si117O82, from a study of silicon, its oxide and their interface. The atomic structure is a simulated model.

Settings: functional r2SCAN; potential files Ansatz norm-conserving; basis plane waves; wave-function cutoff 1300 eV; density cutoff ratio 4; exchange-correlation grid ratio 1; k mesh 2 x 2 x 1, shifted by 0.5 0.5 0.5 of a step; self-consistency stop 5e-08 eV per atom in the density residual; occupations Fermi-Dirac, 0.05 eV; spin none; net charge 0.

Cell vectors (angstrom)
a  11.5403  0  0
b  0  11.5403  0
c  0.7475  -2.9481  26.1518

Atoms: element, x, y, z (angstrom)
Si  8.6108  9.8552  -1.1602
Si  8.2613  5.3037  -0.1271
Si  6.5079  8.5522  2.0902
Si  1.5056  12.2709  0.8018
Si  -0.216  5.154  0.0531
Si  0.7697  8.0791  0.9092
Si  2.3038  10.4148  -0.365
Si  4.3587  3.9591  0.3808
Si  4.3677  8.4462  0.9291
Si  -0.6979  12.1567  1.9835
Si  -0.11  4.483  2.3251
Si  -1.1767  8.36  2.1599
Si  3.1676  12.1321  2.4958
Si  2.2928  4.1917  2.7671
Si  2.6262  8.0615  2.4067
Si  5.7174  12.2696  2.5855
Si  6.4885  4.7437  2.2264
Si  8.4799  8.3614  0.6955
Si  -0.9942  2.5026  3.3965
Si  -0.9624  6.433  3.5423
Si  -1.0693  10.3151  3.5103
Si  2.6326  2.3088  4.0518
Si  2.7271  6.2757  3.8563
Si  2.7099  10.1136  3.7446
Si  6.3769  2.725  3.6174
Si  6.553  6.6429  3.5932
Si  6.4345  10.3081  3.7054
Si  -3.023  2.6286  4.7206
Si  8.5569  6.4315  4.8592
Si  8.5134  10.3273  4.9163
Si  0.6158  2.3998  5.1335
Si  0.7636  6.4494  5.1225
Si  0.7347  10.1999  5.0744
Si  4.6292  2.5794  5.1888
Si  4.6938  6.5005  5.1016
Si  4.6157  10.1508  5.1662
Si  8.5379  12.3115  6.2142
Si  8.5523  4.486  6.1952
Si  8.5297  8.3287  6.294
Si  0.7428  12.0765  6.5369
Si  0.6499  4.4352  6.338
Si  0.7534  8.329  6.5465
Si  4.6681  12.1109  6.4898
Si  4.5622  4.5437  6.3785
Si  4.6738  8.3406  6.6062
Si  -1.2338  12.1903  7.8146
Si  -1.1855  4.4789  7.7929
Si  -1.2268  8.287  7.8419
Si  2.7235  12.1011  7.8592
Si  2.561  4.4342  7.6419
Si  2.7087  8.3452  7.9016
Si  6.7128  12.1886  7.6935
Si  6.5936  4.5075  7.4684
Si  6.7132  8.382  7.8435
Si  -1.2394  2.5883  9.2475
Si  -1.3084  6.3309  9.2928
Si  -1.5538  10.2527  9.0996
Si  2.5883  2.5599  9.0858
Si  2.577  6.3055  9.0327
Si  2.5537  10.2472  9.3399
Si  6.5673  2.6706  8.9089
Si  6.5818  6.2794  8.9479
Si  7.4624  10.373  9.0286
Si  8.2711  3.1246  10.4255
Si  6.8599  6.6804  12.3966
Si  6.6508  10.8397  11.1443
Si  0.7615  2.5101  10.6352
Si  0.7609  6.3102  10.5236
Si  0.4493  10.2427  10.623
Si  4.5336  6.3203  12.183
Si  4.5771  5.6124  9.9951
Si  4.1876  10.3114  11.1386
Si  9.933  12.5755  14.0682
Si  8.1957  5.6984  10.5471
Si  11.0501  7.426  13.6349
Si  0.9088  12.1078  12.0455
Si  1.2319  4.4425  11.9288
Si  0.9415  8.239  11.8928
Si  4.5904  3.1689  10.119
Si  4.5511  2.386  12.3861
Si  3.3608  8.396  12.4092
Si  7.4215  13.0023  12.0532
Si  0.3392  5.4467  14.607
Si  8.4524  6.0428  13.8737
Si  3.265  11.9171  12.6815
Si  3.4277  4.4145  12.9987
Si  4.3366  9.5959  14.2076
Si  9.5357  3.8031  15.4174
Si  7.2468  8.8796  13.1436
Si  8.762  8.5837  14.9141
Si  6.5253  7.4897  21.1272
Si  6.3042  6.2777  18.442
Si  13.6082  7.2806  18.4742
Si  4.7497  4.5208  24.3134
Si  11.6748  9.5255  18.3959
Si  11.2385  4.3885  21.4895
Si  2.6738  5.1795  15.1107
Si  13.823  4.4744  22.7872
Si  4.5949  2.8551  21.9059
Si  13.8489  4.1424  17.791
Si  9.4579  10.7419  16.6395
Si  4.8905  7.4349  23.485
Si  2.6957  0.3859  25.0117
Si  6.3735  9.7313  22.8671
Si  10.4135  10.5754  20.8633
Si  -2.7786  9.3423  26.4677
Si  12.9096  6.8293  21.3063
Si  10.6523  8.2461  22.6429
Si  1.5953  11.4336  20.1167
Si  9.2353  1.0761  18.9887
Si  3.8182  11.3968  22.1945
Si  7.7045  3.5916  18.0442
Si  5.0075  3.7493  19.0487
Si  4.3132  7.5666  16.5393
Si  7.528  0.0531  24.9932
Si  8.8169  5.9679  22.2622
Si  11.9446  2.3674  19.2149
O  -1.3173  9.1489  27.1374
O  -4.0424  9.3037  27.4623
O  9.8064  4.9983  -0.4921
O  7.8973  4.6526  1.3399
O  5.3329  5.0751  1.0632
O  3.3731  3.5883  1.6171
O  7.7568  9.8132  11.9165
O  8.6344  12.6262  13.0916
O  11.286  12.1932  13.2566
O  9.7191  6.643  12.9652
O  8.4674  6.9777  15.24
O  10.1403  2.4555  14.8037
O  0.2057  4.4778  13.2594
O  -0.7558  4.8204  15.7046
O  5.9066  9.6422  13.723
O  8.0525  1.5982  24.9076
O  8.7348  10.758  25.6809
O  12.951  10.4362  18.8464
O  5.0908  5.3728  19.0484
O  1.4306  1.3788  25.1411
O  4.5786  1.2634  22.0399
O  9.8495  10.6786  -1.9457
O  4.3864  7.2748  -0.2776
O  1.7003  13.6064  -0.1674
O  0.3398  6.7016  0.089
O  3.7213  9.8716  0.3354
O  5.4116  2.8773  -0.2585
O  9.6756  4.6253  21.8884
O  3.4511  7.7621  24.1964
O  13.5694  5.7102  18.0967
O  8.5466  4.491  14.299
O  6.1681  2.1722  12.8997
O  5.3487  3.4619  23.2237
O  11.8282  5.7258  20.7566
O  10.9112  10.2168  17.1538
O  3.6565  11.105  14.1487
O  5.7537  6.9466  17.046
O  10.3802  8.6547  14.5141
O  7.1475  8.9241  21.659
O  0.2984  11.3278  21.097
O  13.9559  5.9999  22.2273
O  2.9558  11.0522  20.8766
O  2.7535  3.9871  16.2386
O  8.5213  9.4492  16.2802
O  14.6514  4.4469  24.1818
O  11.3038  3.1349  20.4872
O  10.7689  1.4532  18.5897
O  8.5913  3.4703  16.6984
O  12.4536  3.3895  18.0813
O  12.2263  4.0983  22.785
O  9.3008  0.1667  20.3782
O  9.6529  11.5064  15.2409
O  14.6121  3.4421  21.7975
O  6.5403  7.493  19.5013
O  3.5442  6.4868  15.5824
O  8.7108  11.6666  17.7644
O  6.1132  3.1575  17.9868
O  7.228  10.9444  23.5199
O  10.1423  9.7643  22.2636
O  3.3956  7.9241  17.8261
O  12.1832  8.0285  22.1273
O  15.0192  3.4208  18.6552
O  4.4145  8.9452  15.6946
O  13.7061  7.4892  20.0765
O  5.9438  8.598  23.9693
O  2.8323  11.4032  23.4803
O  12.2501  8.0556  17.976
O  7.847  8.9412  -2.2828
O  1.1477  9.2433  -0.2177
O  9.6837  7.2557  21.8012
O  8.0796  6.915  -0.0701
O  7.5995  5.2318  18.3558
O  1.6636  12.9764  19.6298
O  4.9833  10.3008  22.2739
O  4.0452  1.28  25.3269
O  5.0364  7.4  21.8311
O  5.3654  5.968  23.9465
O  -3.1193  8.1558  25.4226
O  5.3759  3.1993  20.5285
O  8.378  2.4815  19.0844
O  10.6222  9.4724  19.6573
O  7.3794  6.1422  21.5365

Results
free energy: -51836.717 eV
free energy less fixed offsets of O -463.61, Si -117.95 eV per atom: -20.547 eV
pressure: -2.30 GPa
stress xx, yy, zz, yz, xz, xy (GPa, positive in tension): 3.55, 2.23, 1.1, -0.07, -0.12, -0.44

Forces (eV/angstrom), in the order of the atoms: element, x, y, z
Si  -0.1118  0.4802  -0.5988
Si  -0.1903  -0.1891  -0.1329
Si  -0.2492  0.2516  -0.0292
Si  0.4051  0.4114  -0.2457
Si  0.0613  0.0848  0.3195
Si  -0.2415  0.0785  -0.438
Si  0.0806  -0.566  -0.6491
Si  0.0277  0.113  0.0459
Si  -0.0526  -0.3724  -0.1863
Si  -0.9435  -0.0113  -0.0714
Si  -0.0302  -0.015  0.0876
Si  0.2102  0.0784  0.1021
Si  0.0415  0.0432  0.6744
Si  0.4029  -0.1264  -0.0088
Si  -0.1006  0.2555  0.2012
Si  0.4439  -0.0511  -0.3405
Si  0.199  0.1668  -0.2954
Si  -0.2268  -0.8032  0.0367
Si  0.1451  0.3569  -0.0587
Si  -0.2418  -0.11  -0.0843
Si  0.0323  -0.2405  0.0831
Si  0.1217  -0.0965  -0.1541
Si  0.0638  -0.0495  -0.2477
Si  -0.0444  -0.0639  -0.1831
Si  -0.1578  0.1921  -0.0177
Si  0.0457  -0.11  -0.0591
Si  0.0066  -0.0503  0.0635
Si  0.0524  -0.1788  -0.1045
Si  0.2211  0.0635  -0.1216
Si  -0.051  0.1366  -0.1018
Si  -0.0684  -0.1566  0.2709
Si  -0.0113  -0.0413  0.1259
Si  0.051  0.0717  -0.0558
Si  -0.063  0.075  0.1775
Si  -0.0512  -0.0644  -0.0856
Si  -0.134  0.0182  -0.1256
Si  0.0263  -0.0395  -0.0584
Si  -0.0794  0.0223  -0.0286
Si  0.0576  -0.0253  -0.2013
Si  -0.1802  0.1039  -0.0164
Si  -0.0202  0.0037  -0.0757
Si  0.1823  -0.0698  -0.1276
Si  0.1184  0.0466  0.048
Si  0.0877  -0.148  0.0936
Si  0.0603  0.0727  0.0383
Si  0.1644  0.0935  -0.0381
Si  -0.1537  -0.0769  -0.0062
Si  -0.0154  -0.0649  0.1346
Si  -0.212  0.0213  -0.0193
Si  -0.1036  0.0991  -0.0291
Si  -0.1282  0.0901  0.0655
Si  0.0397  0.0561  -0.0708
Si  -0.045  -0.2109  -0.0739
Si  0.0267  0.0039  0.0352
Si  0.0337  -0.0011  0.0706
Si  -0.0139  -0.0708  0.1102
Si  -0.0474  0.0546  -0.0488
Si  -0.0511  0.0151  -0.0917
Si  -0.1492  -0.154  -0.0724
Si  0.2187  0.1147  -0.1322
Si  -0.1425  0.0752  -0.1736
Si  0.0825  -0.1534  -0.0558
Si  0.0117  -0.1592  -0.1871
Si  0.0135  -0.0904  0.3466
Si  -0.0134  -0.44  -0.2419
Si  0.3695  -0.1488  -0.4377
Si  0.0796  0.0482  -0.2651
Si  0.1525  0.0518  0.0337
Si  0.1005  -0.1797  0.0483
Si  0.3071  0.1273  0.0583
Si  0.1415  -0.0178  0.05
Si  -0.3268  -0.0342  -0.2153
Si  0.089  0.003  0.0423
Si  -0.2581  -0.0532  -0.2922
Si  -0.0565  0.3754  -0.124
Si  -0.8266  0.1247  0.3668
Si  -0.3963  -0.212  0.197
Si  0.2745  0.0206  0.0134
Si  0.2117  -0.0971  0.1229
Si  0.8156  0.4499  0.0165
Si  -0.0171  0.1773  0.1663
Si  0.1762  0.8388  0.3482
Si  0.0904  -0.0762  0.4952
Si  -0.451  0.0906  0.2076
Si  0.3338  -0.8108  0.5553
Si  -0.0857  0.1814  0.3756
Si  -0.2856  -0.2614  -0.2751
Si  -0.3906  0.2015  -0.066
Si  -0.0298  0.1314  0.303
Si  0.3368  -0.3902  0.7206
Si  -0.0028  0.062  -0.2277
Si  0.0258  -0.04  0.2584
Si  -0.0796  0.1666  0.2701
Si  0.1679  -0.0611  -0.0916
Si  0.0072  -0.0244  -0.0157
Si  -0.1725  -0.0391  -0.0184
Si  -0.1346  -0.2599  -0.1961
Si  -0.0009  0.0823  -0.1852
Si  0.1813  -0.1815  -0.1832
Si  -0.031  -0.1279  0.0638
Si  -0.0413  -0.1358  0.267
Si  0.1046  0.0958  -0.1929
Si  -0.0742  0.1013  -0.5197
Si  -0.0747  0.1025  -0.0716
Si  -0.0892  0.073  0.0406
Si  -0.4657  0.2394  -0.0195
Si  0.0725  0.1368  0.0072
Si  0.0159  -0.0263  -0.1901
Si  0.1668  -0.016  0.0853
Si  -0.0376  0.0147  0.135
Si  0.1448  -0.046  -0.2177
Si  -0.1382  -0.0326  0.0773
Si  0.0338  -0.0838  0.1225
Si  -0.0396  -0.1082  0.0387
Si  0.0761  -0.1357  -0.4129
Si  -0.0554  -0.139  -0.2653
Si  0.0627  -0.0407  0.0208
O  0.3631  -0.1123  0.2037
O  0.1389  -0.1064  -0.2009
O  -0.0887  0.2715  0.0357
O  -0.1895  0.1414  0.1147
O  0.052  -0.2292  0.2166
O  -0.1022  0.2396  -0.2728
O  -0.6439  0.5398  0.0009
O  -0.0765  -0.1263  -0.0233
O  0.2591  0.065  -0.3629
O  0.1747  -0.1192  0.3376
O  0.1139  0.2792  -0.1792
O  -0.0495  -0.1468  -0.0689
O  0.4216  0.099  -0.1273
O  0.0704  -0.0199  -0.326
O  -0.0272  0.0967  0.0879
O  0.1661  0.1155  0.447
O  -0.139  -0.0929  0.1079
O  -0.2938  -0.0083  0.1531
O  0.1738  -0.0334  -0.1958
O  0.1298  -0.0782  0.0333
O  -0.2015  0.0857  0.1029
O  -0.251  -0.1741  -0.1292
O  -0.0632  0.4758  0.1516
O  -0.0386  -0.0249  0.1867
O  0.1381  -0.1702  -0.0168
O  -0.0753  -0.0658  -0.319
O  -0.0482  0.1217  0.1493
O  0.1367  0.2752  0.0149
O  0.0338  -0.2051  0.4565
O  0.0318  -0.049  -0.0186
O  0.5535  -0.1246  0.2227
O  -0.7481  -0.2122  -0.4696
O  -0.3671  0.17  0.1311
O  0.1121  -0.0362  0.2553
O  -0.2436  -0.0013  0.0503
O  0.1177  0.1125  -0.39
O  -0.1836  0.0716  -0.0037
O  -0.4379  -0.1427  -0.0371
O  -0.2047  -0.2205  0.2528
O  -0.0269  -0.141  -0.2959
O  -0.2333  -0.1648  0.0072
O  -0.1937  0.1335  0.1186
O  -0.0394  0.3212  0.135
O  0.2723  0.109  -0.2054
O  0.1366  -0.011  -0.1054
O  0.1579  0.1033  -0.0332
O  -0.068  0.0097  0.1
O  0.1995  0.0473  -0.0555
O  0.1368  -0.02  0.1227
O  0.1544  0.1966  -0.1497
O  0.2498  -0.1054  -0.1925
O  0.0876  0.1515  -0.2013
O  0.041  0.1595  0.2857
O  -0.0718  -0.2815  0.0359
O  0.1367  -0.0148  0.1919
O  0.3168  -0.0359  -0.0784
O  0.1416  0.2728  0.1952
O  -0.0188  -0.0716  0.3704
O  0.1385  -0.2089  -0.0795
O  0.026  -0.2053  -0.2089
O  -0.1719  -0.171  -0.0111
O  -0.0155  0.2314  -0.0805
O  0.0998  -0.0512  0.0818
O  -0.1679  -0.2129  -0.1339
O  -0.143  -0.0952  -0.2041
O  0.102  0.0901  0.3211
O  0.1594  0.0885  0.1044
O  0.318  0.2534  0.0634
O  0.1926  -0.1  0.2492
O  0.0287  -0.046  0.2754
O  0.2243  0.0192  0.1712
O  -0.2853  -0.114  -0.0641
O  -0.2559  -0.0524  0.0069
O  0.0411  -0.0071  0.1766
O  -0.075  -0.101  0.1297
O  0.2321  0.0108  0.3323
O  -0.2217  -0.0085  -0.0399
O  0.1843  -0.0743  0.1885
O  -0.2595  0.1307  -0.0388
O  0.0443  -0.0154  -0.2326
O  0.2146  0.2411  -0.0046
O  0.1104  0.2187  0.1654
